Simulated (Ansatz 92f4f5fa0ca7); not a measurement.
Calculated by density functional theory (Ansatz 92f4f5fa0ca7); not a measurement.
Periodic cell of 256 atoms, Si144O112, from a study of silicon, its oxide and their interface. The atomic structure is a simulated model.

Settings: functional r2SCAN; potential files Ansatz PAW; basis plane waves; wave-function cutoff 800 eV; density cutoff ratio 5; exchange-correlation grid ratio 1; k mesh 1 x 1 x 1, shifted by 0.5 0.5 0 of a step; self-consistency stop 1e-10 eV per atom in the density residual; occupations fixed; spin none; net charge 0.

Cell vectors (angstrom)
a	10.888	0	0
b	0	10.888	0
c	0	0	36.2702

Atoms: element, x, y, z (angstrom)
Si	0.1468	-0.2454	0.0252
Si	3.5517	2.4692	-0.3602
Si	1.2569	6.9662	1.5236
Si	2.3257	8.4425	0.0722
Si	5.3807	0.1169	-0.1369
Si	8.0739	2.8871	0.148
Si	6.5444	4.7022	-0.2093
Si	6.9809	6.5851	1.2226
Si	1.3245	1.1469	1.5194
Si	4.7038	3.8923	0.9766
Si	-0.0478	5.6863	0.1088
Si	4.0886	9.5181	1.2274
Si	6.8308	1.3078	1.3463
Si	9.6746	4.0489	1.3818
Si	8.5667	7.7691	-0.0088
Si	9.5176	9.4541	1.3321
Si	0.0546	2.6625	2.7605
Si	2.7778	-0.1385	2.8078
Si	-0.0916	8.2299	2.8732
Si	2.6942	5.5873	2.6898
Si	5.5286	2.649	2.7556
Si	8.1744	-0.0595	2.6638
Si	5.4847	8.0495	2.4987
Si	8.2644	5.3655	2.7606
Si	1.4308	4.0797	4.0436
Si	4.0883	1.3376	4.0877
Si	1.375	9.4895	4.1884
Si	4.1317	6.8243	4.0412
Si	6.8555	4.0423	4.107
Si	9.5282	1.3143	4.0628
Si	6.7925	9.4443	3.9734
Si	9.5056	6.7771	4.1654
Si	0.0088	0.0111	5.472
Si	2.7496	2.7232	5.4471
Si	0.046	5.4194	5.4487
Si	2.7593	8.1197	5.4778
Si	5.4689	-0.0418	5.3981
Si	8.1965	2.6712	5.4497
Si	5.4546	5.442	5.41
Si	8.1242	8.1607	5.4504
Si	1.3587	1.3891	6.8114
Si	4.1061	4.0925	6.8031
Si	1.3766	6.7838	6.8358
Si	4.0941	9.53	6.7982
Si	6.8275	1.3227	6.7953
Si	9.5416	4.0557	6.7952
Si	6.7559	6.8229	6.8051
Si	9.5053	9.5345	6.7995
Si	-0.0292	2.696	8.1912
Si	2.7327	0.0182	8.141
Si	-0.0207	8.1816	8.1567
Si	2.7157	5.4192	8.1875
Si	5.512	2.7466	8.1445
Si	8.1595	-0.0166	8.2021
Si	5.4365	8.2053	8.2002
Si	8.1354	5.4414	8.1012
Si	1.3132	4.0638	9.5284
Si	4.156	1.3676	9.4504
Si	1.3123	9.5982	9.5065
Si	4.0717	6.8196	9.5111
Si	6.8486	4.1237	9.5632
Si	9.4779	1.3578	9.5885
Si	6.7994	9.5555	9.6051
Si	9.4373	6.8169	9.461
Si	-0.0473	0.0227	10.9658
Si	2.7796	2.6936	10.7654
Si	-0.1612	5.429	10.8016
Si	2.693	8.2203	10.8019
Si	5.4987	0.133	10.9461
Si	8.2049	2.7853	10.9932
Si	5.4628	5.5174	10.8969
Si	8.1174	8.1193	10.938
Si	1.4015	1.4601	12.1819
Si	4.0081	4.166	12.1207
Si	1.2198	6.8328	11.9964
Si	4.0739	9.597	12.1237
Si	6.712	1.6492	12.4134
Si	9.5184	4.1369	12.4454
Si	6.7388	6.8236	12.4158
Si	9.5291	9.389	12.315
Si	0.0598	4.173	16.8832
Si	2.6058	-0.1074	13.4831
Si	1.6132	8.9504	14.6584
Si	0.7935	3.4376	13.4238
Si	7.8356	5.2704	13.8694
Si	7.8515	0.5271	14.1268
Si	3.2437	7.1536	14.5547
Si	5.9535	4.3838	15.4389
Si	2.364	5.3055	13.2675
Si	1.7807	2.5363	15.3681
Si	-0.1396	7.8746	13.5942
Si	5.1871	8.1923	13.6279
Si	3.8126	1.3745	14.8251
Si	10.1163	1.3761	16.1611
Si	6.2187	10.5114	15.5449
Si	9.5155	6.3294	15.0598
Si	12.5058	-10.8448	30.8003
Si	0.0304	14.8307	22.2984
Si	11.2904	-5.319	19.698
Si	9.5464	8.0182	19.296
Si	22.135	17.2599	31.3514
Si	12.1706	3.7064	34.5132
Si	0.8301	8.9928	22.3436
Si	-15.173	-4.2015	27.0008
Si	16.5438	3.4594	20.632
Si	13.3689	-2.8002	31.7204
Si	-1.7138	7.9501	30.2057
Si	9.3672	16.7338	28.0497
Si	-4.4396	-40.1537	30.9195
Si	5.5086	5.101	33.124
Si	6.5183	-2.0765	34.2625
Si	-14.7287	22.4432	18.1563
Si	13.177	9.6634	19.6287
Si	9.4626	-6.711	30.7157
Si	15.7095	26.4104	28.4945
Si	-4.1849	-0.5429	22.3489
Si	7.7717	14.5017	22.8602
Si	31.4657	-22.0187	29.4021
Si	14.2019	6.8599	19.442
Si	26.6166	-4.7495	16.8795
Si	26.5774	11.3796	20.3567
Si	15.3605	-26.6564	22.0742
Si	10.9311	11.8171	22.4729
Si	-16.6278	2.924	13.7102
Si	-1.9582	-10.8877	20.4421
Si	-1.4788	-10.8721	24.9215
Si	-3.8749	-9.8919	29.2844
Si	3.2323	-0.3486	28.1579
Si	-5.7397	12.8545	27.1255
Si	-0.6807	-9.4267	34.7942
Si	13.2801	-4.5629	29.2956
Si	23.5752	6.2554	23.6596
Si	-5.1611	-12.7955	28.8557
Si	11.1849	-1.0998	17.4346
Si	7.7394	-4.3403	17.4945
Si	19.6409	-2.4155	23.3066
Si	11.3204	20.6848	26.8638
Si	11.8362	-15.0035	26.604
Si	11.291	-19.484	32.1432
Si	17.7897	6.3118	23.9448
Si	17.7546	12.1312	24.7215
Si	-4.1683	-7.2102	17.6073
Si	14.8611	7.2309	34.0533
Si	6.5274	-14.1218	31.5078
O	13.738	-14.1849	-6.0532
O	-0.4953	-18.9185	-5.3505
O	-15.1482	-12.9642	-3.6202
O	8.9059	-12.3862	-11.6447
O	8.7039	1.9985	-1.1176
O	2.8283	3.2678	-1.5694
O	6.4934	-9.0911	-8.2736
O	4.0764	-16.1293	-2.5747
O	4.24	9.2769	-7.9811
O	27.4291	-2.7443	-6.0251
O	16.2631	5.8643	-8.6412
O	22.4358	24.2138	-13.7544
O	16.2548	29.5287	-1.5533
O	-0.6368	-22.6533	28.0455
O	-2.2843	10.1519	13.4334
O	-0.8828	-8.058	16.9026
O	-2.5107	11.4847	19.0573
O	11.0836	4.3681	20.747
O	-6.1414	4.5823	21.3496
O	12.8315	-0.7365	27.2782
O	5.8787	14.5879	19.0291
O	25.0481	-5.0546	23.1463
O	4.8659	0.5338	15.802
O	1.4032	-1.8688	20.8284
O	21.758	4.9861	18.2536
O	7.9612	-7.0052	31.2146
O	12.4452	7.7912	23.1483
O	7.8081	4.9233	17.7509
O	16.5319	12.7127	25.5939
O	5.7546	-4.2586	22.8402
O	-14.3768	2.2878	23.6487
O	7.0988	3.5303	21.3804
O	10.354	17.7314	20.0737
O	-5.076	-23.6035	14.9077
O	6.403	-22.2635	29.2103
O	28.3547	-13.6331	27.7444
O	27.1328	-0.5485	21.4691
O	-1.9034	1.3497	14.9988
O	7.785	-10.5457	21.5293
O	-16.2365	-7.143	32.2343
O	12.5776	6.2547	25.2714
O	15.2792	22.9617	35.3701
O	14.9186	-10.0325	27.4509
O	9.1878	-12.4622	20.1752
O	1.0453	-11.2171	22.8098
O	8.8234	9.5037	30.1386
O	44.3028	-9.6104	15.6153
O	1.5786	25.4092	16.5902
O	-7.4061	5.1478	29.2318
O	6.2327	17.8524	17.0744
O	8.15	29.1344	18.8155
O	13.2769	-8.8857	36.9067
O	28.1768	-4.0759	25.4011
O	8.377	-3.9351	23.6721
O	-8.088	-3.3855	35.104
O	-1.5342	3.846	22.6796
O	11.9679	27.5055	30.041
O	-12.028	-10.0679	23.5644
O	18.0303	4.7332	23.8339
O	26.6632	-30.6296	20.8639
O	32.5701	10.8251	25.7365
O	-4.7413	10.2509	34.9009
O	-1.4558	-3.5967	28.7676
O	12.1803	10.3695	18.5665
O	0.7502	5.1222	23.1459
O	-7.2383	17.7994	16.1269
O	-8.9501	16.9317	19.6663
O	-18.4714	-0.0398	20.0615
O	-15.7917	6.2932	32.1547
O	0.9769	14.4786	32.9367
O	8.7653	-3.8637	16.3326
O	10.5368	5.1993	15.6856
O	10.2907	-21.0847	20.9843
O	7.9769	-14.5589	30.9652
O	-9.0035	9.5887	31.6652
O	23.7983	6.8261	27.8141
O	6.9698	-11.3558	16.9936
O	-1.4657	-17.1177	29.1616
O	-6.6741	6.0082	18.386
O	-5.0162	-17.5815	29.6385
O	4.0594	-3.8797	20.8716
O	23.0615	-1.3193	35.7253
O	-3.4559	19.805	22.474
O	-11.3952	-9.4997	33.1731
O	11.7701	-5.7508	35.1411
O	10.0606	43.565	17.0397
O	0.324	2.6488	35.2828
O	10.0847	-5.5679	31.7102
O	22.981	20.2088	16.1956
O	7.9625	5.8382	27.2548
O	31.9144	-13.1456	22.4906
O	28.9621	-8.7572	17.4602
O	17.2366	-10.8937	23.8261
O	0.3863	8.2705	26.3459
O	28.2205	-5.9673	34.4309
O	29.9263	11.6598	25.6208
O	10.612	5.7788	27.0137
O	21.4321	-3.098	31.0191
O	1.5105	17.8031	32.3629
O	3.5704	-16.772	37.6948
O	-7.1343	19.0022	32.7113
O	16.5966	0.4523	19.0197
O	7.9379	-13.416	34.8777
O	10.4388	19.3761	18.0325
O	2.7097	-21.6556	29.6187
O	9.723	17.6071	35.7578
O	3.0433	30.165	18.944
O	19.5284	0.9722	29.2344
O	21.8707	0.1067	30.2741
O	4.5162	3.4091	27.4824
O	28.2623	1.8041	30.6
O	12.5663	1.3933	31.6956

Results
free energy: -155984.771 eV
free energy less fixed offsets of O -570.45, Si -639.56 eV per atom: 2.269 eV

Forces (eV/angstrom), in the order of the atoms: element, x, y, z
Si	-0.0293	0.1073	0.1103
Si	0.0506	-0.0865	0.1017
Si	0.0135	0.0252	-0.0179
Si	0.0161	0.1063	0.2146
Si	-0.0549	0.0124	0.1526
Si	0.0205	-0.0166	0.0397
Si	0.0176	-0.0271	0.2222
Si	-0.0805	0.0653	-0.0727
Si	-0.1227	-0.0973	0.0608
Si	0.124	0.1698	-0.0304
Si	-0.0363	-0.0019	0.1486
Si	0.0568	-0.0364	-0.0264
Si	-0.0122	-0.0066	-0.0394
Si	-0.0203	-0.0555	0.0172
Si	-0.015	-0.0158	0.24
Si	0.0098	-0.0308	-0.0092
Si	0.0245	-0.0289	0.042
Si	-0.0219	0.0418	-0.0227
Si	-0.0277	-0.0186	0.0712
Si	-0.0678	-0.0011	0.0871
Si	-0.005	0.0088	0.0261
Si	0.0416	-0.0279	0.1132
Si	0.0347	-0.0163	0.0706
Si	0.0246	0.0055	0.0579
Si	0.0296	0.0095	0.0145
Si	-0.0123	-0.0156	-0.0015
Si	-0.0079	-0.0418	-0.0119
Si	-0.0458	-0.0046	-0.0282
Si	0.0048	-0.0203	0.0173
Si	-0.0015	0.0014	-0.0037
Si	-0.0375	-0.0227	-0.025
Si	0.0379	0.0028	-0.0035
Si	0.0043	-0.0298	-0.0148
Si	-0.0183	0.0328	0.0215
Si	-0.0015	-0.0497	0.0258
Si	0.0114	0.0169	0.0072
Si	0.0208	0.0159	-0.001
Si	0.0141	0.0119	0.0224
Si	-0.0167	0.0166	0.0407
Si	-0.0112	-0.0191	0.007
Si	0.0231	0.0155	0.0036
Si	0.004	-0.0213	0.0109
Si	0.0039	0.0174	-0.0209
Si	-0.0547	-0.0181	-0.005
Si	0.0037	0.0188	-0.005
Si	0.0231	0.023	-0.0069
Si	0.0459	-0.0071	0.0041
Si	0.0111	-0.0017	0.0114
Si	0.0011	0.0023	0.0241
Si	-0.0084	-0.0115	0.0018
Si	-0.0213	-0.0673	0.0218
Si	-0.0064	-0.006	-0.0043
Si	-0.0268	-0.011	0.0043
Si	0.0069	0.0023	0.0063
Si	-0.0586	0.0046	-0.0296
Si	0.0232	0.0022	0.0321
Si	0.0137	-0.0537	0.0115
Si	-0.0364	0.0795	0.0506
Si	0.1201	0.0106	0.0375
Si	-0.0668	-0.0107	0.0336
Si	0.0435	0.0402	-0.0013
Si	0.0017	-0.0191	-0.0048
Si	-0.0042	-0.0411	0.008
Si	0.0114	0.0742	0.011
Si	-0.054	-0.0126	-0.0102
Si	0.0068	0.0267	-0.058
Si	0.0944	-0.0015	0.0408
Si	-0.0109	0.0304	-0.0777
Si	0.0235	-0.0028	0.0078
Si	0.0187	-0.0321	-0.0549
Si	-0.0523	0.0235	0.0371
Si	0.0751	0.0179	-0.0127
Si	-0.002	0.0933	-0.0225
Si	-0.0069	-0.0151	-0.1466
Si	-0.0387	0.0448	-0.0513
Si	0.0558	-0.0645	0.0126
Si	0.098	0.0674	-0.0658
Si	0.0472	-0.0833	0.072
Si	-0.0201	0.0125	0.0002
Si	0.0756	-0.0346	-0.1167
Si	-0.0824	-0.0178	-0.1097
Si	-0.0318	0.0198	0.0417
Si	0.0923	-0.0542	0.0127
Si	-0.0418	0.0043	-0.1533
Si	0.0506	0.1868	0.0003
Si	-0.0388	-0.0657	-0.0063
Si	-0.1196	-0.0395	-0.0631
Si	-0.0476	0.0066	0.1087
Si	-0.0109	0.0642	0.0372
Si	-0.2942	0.0283	-0.0871
Si	-0.0409	-0.1504	0.002
Si	0.0458	-0.1408	-0.2353
Si	0.0723	-0.1528	-0.2985
Si	-0.0322	-0.0126	-0.066
Si	0.0106	0.0139	-0.0809
Si	-0.0504	0.0278	-0.1165
Si	-0.0183	0.0149	0.2159
Si	0.0188	0.0053	-0.2233
Si	-0.0047	0.0406	-0.2145
Si	-0.0098	-0.0166	-0.2073
Si	0.0364	0.0087	0.1753
Si	0.0893	0.0034	0.2254
Si	0.0336	0.0452	-0.2251
Si	0.0036	0.0336	0.0399
Si	-0.0248	-0.0547	-0.1477
Si	0.0431	0.0106	0.2281
Si	0.0031	-0.035	0.178
Si	0.0005	0.026	0.1868
Si	-0.011	0.0428	0.2237
Si	0.0159	0.0096	0.3157
Si	0.0057	0.0769	0.3094
Si	0.0161	-0.0426	-0.1821
Si	0.0225	0.0289	-0.2262
Si	0.0345	-0.0701	0.1384
Si	0.0465	-0.0062	0.1563
Si	-0.0225	0.0457	-0.2364
Si	-0.0236	0.0113	-0.1801
Si	0.0189	0.0317	0.1571
Si	-0.0384	-0.0067	-0.1533
Si	0.0583	0.0882	-0.32
Si	0.0267	0.0099	-0.1931
Si	-0.018	-0.0031	-0.2334
Si	-0.0154	0.005	-0.1921
Si	-0.1645	-0.0084	0.0213
Si	-0.0211	-0.0443	-0.2602
Si	-0.0135	-0.003	-0.1259
Si	-0.0019	0.0158	0.1431
Si	-0.0029	0.0033	0.1636
Si	0.0652	-0.0166	0.0671
Si	-0.0119	-0.0552	0.1214
Si	-0.0209	0.0324	0.1822
Si	0.0185	-0.0121	-0.168
Si	0.0093	-0.0177	0.1724
Si	0.0229	0.0123	-0.1884
Si	0.0268	-0.0972	-0.1988
Si	0.0069	0.0183	-0.1524
Si	-0.0394	0.0214	0.0622
Si	0.0256	0.0036	0.0183
Si	-0.0741	-0.0078	0.2867
Si	-0.0219	-0.0126	-0.1475
Si	0.0012	-0.0134	-0.1179
Si	0.2059	0.0276	-0.1122
Si	-0.0227	0.0426	0.3178
Si	-0.0187	0.0004	0.2777
O	0.0106	-0.0427	-0.1422
O	-0.041	0.0516	-0.1192
O	0.0156	-0.0108	-0.189
O	0.0033	0.0098	0.0913
O	0.0724	0.0067	-0.0536
O	-0.0851	0.0527	-0.1399
O	-0.0203	0.0325	-0.0675
O	-0.002	-0.0459	-0.0804
O	-0.0249	-0.0225	-0.0544
O	-0.0576	0.047	-0.1526
O	-0.0088	0.0177	-0.0327
O	0.046	-0.0039	0.0706
O	-0.018	-0.0495	-0.1116
O	0.0278	-0.047	-0.1019
O	-0.0108	-0.0109	-0.0096
O	-0.0105	0.0431	0.0263
O	0.0634	-0.0124	0.1275
O	-0.0231	-0.0825	0.1579
O	-0.0284	0.0285	0.074
O	0.0037	0.0024	-0.0533
O	-0.0369	-0.0063	0.1014
O	-0.0457	-0.0071	0.0999
O	-0.0455	0.0641	0.0699
O	-0.078	-0.0389	0.165
O	-0.0106	0.0538	0.1017
O	0.0143	0.0191	-0.0561
O	-0.0084	-0.0306	0.0645
O	0.0281	-0.071	0.1293
O	-0.0348	0.0153	0.0152
O	0.0598	0.0415	0.0852
O	-0.0001	-0.0454	0.0811
O	0.0587	0.0153	0.0592
O	0.0088	-0.0107	0.0965
O	0.0066	0.064	0.0542
O	0.0045	0.0006	-0.0454
O	0.031	-0.0128	-0.0611
O	0.0286	-0.047	0.1089
O	-0.0229	0.0344	-0.0289
O	-0.0288	0.0063	0.1369
O	0.0192	-0.0679	-0.1657
O	-0.0001	-0.0053	0.0773
O	-0.0241	0.0413	-0.0411
O	-0.0071	0.0232	-0.0554
O	-0.031	0.0395	0.1177
O	0.026	0.0034	0.1051
O	-0.0103	0.0342	-0.0581
O	0.07	-0.0913	0.0543
O	0.0857	-0.0124	0.0833
O	0.0115	-0.0319	-0.0531
O	-0.0511	0.0495	0.0975
O	0.0174	0.0348	0.1238
O	0.0794	0.0774	-0.0194
O	-0.0092	0.0138	0.0656
O	0.0106	-0.0261	0.0519
O	0.039	-0.0513	-0.1783
O	-0.039	0.0034	0.0629
O	0.0289	-0.037	-0.0956
O	-0.0525	0.0111	0.1058
O	-0.0092	0.0065	0.0795
O	0.0032	0.0485	0.0753
O	0.0469	0.0111	0.0185
O	0.0608	-0.0914	-0.1293
O	0.0177	-0.0401	-0.111
O	0.0253	0.0161	0.1117
O	0.0305	0.0449	0.0855
O	-0.1056	0.1938	0.0745
O	0.0093	0.0005	0.0651
O	0.0072	0.0337	0.0687
O	0.0309	0.0454	-0.1471
O	-0.0226	-0.0067	-0.1875
O	-0.0198	0.0158	0.0752
O	0.0477	-0.074	0.0845
O	0.0379	0.0361	0.1091
O	0.0601	-0.0242	-0.092
O	-0.0037	0.0341	-0.0779
O	-0.0241	0.016	-0.0912
O	0.0043	-0.0595	0.1557
O	-0.0036	0.0242	-0.1236
O	0.0366	-0.0206	0.0568
O	-0.0359	0.0391	-0.1275
O	0.0503	-0.0201	0.152
O	0.0037	-0.0089	-0.0831
O	0.0174	-0.0437	0.0555
O	0.034	0.0386	-0.2494
O	0.018	-0.0427	-0.0965
O	-0.0358	-0.0134	0.0673
O	-0.038	0.063	-0.051
O	-0.0514	0.0241	-0.0437
O	-0.0163	0.0223	0.1172
O	-0.0089	-0.018	-0.0357
O	-0.0284	-0.0371	0.0489
O	0.0192	-0.0238	0.0803
O	-0.0038	0.0213	0.118
O	-0.0189	0.0031	-0.021
O	-0.0181	0.0037	-0.2415
O	-0.0014	0.0108	0.0647
O	0.0113	-0.0294	-0.0336
O	-0.023	0.0491	-0.043
O	-0.0334	-0.0187	-0.1049
O	0.0287	-0.052	-0.0154
O	-0.0619	0.0303	-0.1872
O	-0.1009	-0.0186	0.1242
O	-0.0421	0.0192	-0.1307
O	-0.0172	-0.029	0.0812
O	0.0672	0.0032	-0.1241
O	-0.032	-0.0396	-0.0876
O	0.0363	-0.0339	0.0199
O	-0.0232	0.0094	-0.0541
O	-0.0475	-0.0227	-0.0815
O	-0.0362	-0.0091	-0.0568
O	0.0063	-0.0576	-0.0791
O	0.0575	-0.0381	-0.1062

The program warned: the cutoff lies below the one the program advises for these potential files; the forces do not sum to zero within the program's tolerance; empty levels may hold ghost states of the PAW files; the exchange-correlation potential is rough where the density is thin.
